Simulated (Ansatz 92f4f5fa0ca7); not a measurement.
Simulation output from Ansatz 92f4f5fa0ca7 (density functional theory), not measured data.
Periodic cell of 177 atoms, Si107O70, from a study of silicon, its oxide and their interface. The atomic structure is a simulated model.

Settings: functional r2SCAN; potential files Ansatz norm-conserving; basis plane waves; wave-function cutoff 1300 eV; density cutoff ratio 4; exchange-correlation grid ratio 1; k mesh 2 x 2 x 1, shifted by 0.5 0.5 0.5 of a step; self-consistency stop 5e-08 eV per atom in the density residual; occupations Fermi-Dirac, 0.05 eV; spin none; net charge 0.

Cell vectors (angstrom)
a  11.54  0  0
b  0  11.54  0
c  0  0  23.7795

Atoms: element, x, y, z (angstrom)
Si  -0.2673  -0.6255  0.087
Si  -0.0878  4.7127  0.1217
Si  0.1677  7.8239  0.3618
Si  3.6824  -0.1478  0.272
Si  4.252  3.699  -0.1383
Si  3.7646  8.0564  0.1575
Si  7.5168  -0.7083  0.0793
Si  7.7761  4.4059  -0.1302
Si  7.5581  7.6767  0.0872
Si  1.7415  -0.2452  1.5487
Si  2.0208  4.0605  0.9955
Si  2.0872  7.5229  1.5241
Si  5.6258  -0.1184  1.3404
Si  5.8878  3.9514  1.389
Si  5.6515  7.5862  1.7564
Si  9.3058  -0.2231  1.4212
Si  9.6885  4.1384  1.281
Si  9.7024  7.5904  1.3012
Si  1.9214  1.8982  2.4906
Si  2.0946  5.7341  2.698
Si  1.6847  9.5065  2.9053
Si  5.8647  1.9148  2.5572
Si  5.7767  5.5314  3.0552
Si  5.7035  9.6354  2.6201
Si  9.4732  2.0072  2.6623
Si  9.5108  5.8004  2.8449
Si  9.2432  9.484  2.9507
Si  -0.0384  1.9026  3.9543
Si  -0.0064  5.7456  3.7902
Si  -0.2375  9.6249  4.1266
Si  3.9189  1.8918  3.8612
Si  3.766  5.6809  4.2867
Si  3.7014  9.614  3.9898
Si  7.5452  1.9906  4.0025
Si  7.689  5.8634  4.4165
Si  7.4969  9.833  4.3826
Si  -0.1047  -0.0705  5.507
Si  -0.1384  3.9121  5.4093
Si  -0.0015  7.5947  5.3318
Si  3.5576  0.0871  5.4066
Si  3.8466  3.5985  5.4879
Si  4.0315  7.7215  5.5185
Si  7.7022  0.1293  5.584
Si  7.9415  3.6643  5.6096
Si  7.7814  7.7581  5.5273
Si  1.7483  -0.0762  7.1256
Si  1.8781  3.8133  6.7986
Si  2.0872  7.5929  6.9331
Si  5.6305  0.0763  6.8736
Si  5.7533  3.7333  6.5672
Si  5.8257  7.4172  6.84
Si  9.6014  -0.1624  6.9887
Si  9.7366  3.6678  7.1545
Si  9.7402  7.7175  6.821
Si  1.8602  2.1205  8.3051
Si  2.1391  5.7805  8.377
Si  1.8443  9.6245  8.4521
Si  5.5169  1.9499  8.0622
Si  5.6662  5.5493  8.2216
Si  5.5368  9.467  7.8872
Si  9.8128  1.6707  8.2948
Si  9.8976  5.7498  8.1301
Si  9.8274  9.71  8.5185
Si  0.0772  2.1201  10.1673
Si  0.1263  5.9408  9.6318
Si  0.24  9.987  9.8816
Si  3.9779  2.1086  9.6026
Si  3.9046  5.7032  9.6989
Si  3.8667  9.5103  9.5687
Si  7.7487  1.8135  9.599
Si  7.8959  5.9217  9.088
Si  7.7059  9.546  9.1576
Si  1.1099  0.2951  11.2564
Si  -0.7728  4.1228  11.1392
Si  -0.1037  7.6687  11.1712
Si  4.1782  0.0309  10.6447
Si  4.6265  3.483  11.3646
Si  4.3437  7.7821  11.1319
Si  7.3669  -0.3351  10.8298
Si  7.6053  3.9847  10.5609
Si  7.4716  7.5695  10.6382
Si  -2.8706  -0.4624  19.3329
Si  1.8424  -0.3132  14.4834
Si  3.9775  13.5841  14.1726
Si  6.3543  3.3417  15.8822
Si  10.2796  9.2016  17.8748
Si  4.1572  7.0781  13.807
Si  0.1158  6.0167  13.5555
Si  14.0203  4.7951  14.8651
Si  -4.808  6.153  14.9449
Si  -0.903  12.4915  21.3293
Si  -2.5715  9.5032  12.3981
Si  6.2523  -0.4163  21.1325
Si  8.529  2.6382  18.0042
Si  7.6986  4.0286  20.7787
Si  4.8487  -3.2446  21.2536
Si  9.4183  7.9522  15.0353
Si  3.9972  12.9464  21.4786
Si  1.5848  1.625  19.3992
Si  0.5417  6.8392  17.8435
Si  -0.1219  3.8738  18.2543
Si  1.322  -0.5503  17.2535
Si  3.4068  6.8989  19.3349
Si  2.1574  8.5913  15.7552
Si  4.6898  5.4607  16.9755
Si  5.1112  5.565  21.3199
Si  10.3161  15.5511  21.2525
O  -0.0538  -2.1717  -0.4679
O  -0.5296  0.6915  -0.9114
O  -0.3474  4.3477  -3.9864
O  0.0542  4.1436  -1.4162
O  0.1055  6.3647  -0.4899
O  3.3386  5.67  -10.1211
O  1.7736  0.4246  -5.4195
O  2.7361  -0.0199  -12.3937
O  3.6133  0.1931  -1.2755
O  4.122  2.6219  -1.3122
O  4.5836  5.0352  -1.0252
O  3.8041  9.7139  0.2846
O  7.184  -0.813  -3.8734
O  7.2004  0.0007  -1.4877
O  4.4237  6.4063  -5.546
O  7.6318  3.3071  -1.509
O  7.3099  9.12  -0.654
O  7.7262  6.0582  -0.4917
O  -2.278  -2.2796  13.9628
O  -2.89  -0.4786  11.9716
O  -5.2385  3.8788  11.5054
O  -2.3444  3.6533  11.429
O  -7.5879  8.1704  12.6657
O  -5.6046  7.2791  10.7628
O  1.0004  0.0858  13.0538
O  3.3404  0.4862  14.489
O  -4.4527  4.5796  15.0955
O  4.145  2.5641  12.6189
O  0.6529  7.2669  12.6004
O  3.5066  7.846  15.1385
O  5.7439  -0.0684  11.4114
O  5.7023  6.5962  13.6527
O  7.8989  8.4003  11.8392
O  11.514  4.8427  12.5453
O  8.958  9.5429  18.6549
O  10.3749  8.9235  11.6452
O  -2.6679  0.788  18.3064
O  -1.7358  2.3708  21.2287
O  0.55  0.9777  20.5187
O  -3.9961  2.4406  16.7182
O  1.0731  5.425  14.6546
O  1.2512  14.3431  18.3668
O  2.7949  3.0748  14.8294
O  10.3922  6.7269  14.471
O  5.7847  6.3635  16.1996
O  9.5915  8.6179  16.4186
O  8.0261  7.0553  14.9907
O  5.9541  7.0761  21.539
O  3.5438  -3.7259  22.325
O  5.454  4.0427  17.0641
O  11.0061  7.8913  18.4693
O  11.3745  10.266  17.552
O  1.9276  -1.9149  14.3951
O  5.3709  2.3889  15.0099
O  1.1853  7.4321  16.4267
O  1.822  6.7181  18.8524
O  -2.5844  5.0379  20.9602
O  2.2775  9.7458  16.9904
O  3.1655  5.314  16.2531
O  2.9945  1.7839  20.2837
O  3.6649  5.8367  20.5435
O  6.2537  4.7309  20.5863
O  7.7761  3.2556  19.2279
O  3.9202  8.3196  19.9988
O  10.0899  3.1715  17.6017
O  5.4725  -1.7513  21.2397
O  11.7504  5.3045  17.4552
O  12.638  11.7786  15.8024
O  5.5413  12.5878  20.8086
O  9.8673  11.3452  20.593

Results
free energy: -45066.380 eV
free energy less fixed offsets of O -463.61, Si -117.95 eV per atom: 6.970 eV
pressure: -2.65 GPa
stress xx, yy, zz, yz, xz, xy (GPa, positive in tension): 2.58, 3.94, 1.43, -0.8, 1.16, -0.27

Forces (eV/angstrom), in the order of the atoms: element, x, y, z
Si  0.4106  0.6386  1.3514
Si  3.373  2.2911  -2.289
Si  -0.3394  0.3309  -1.5959
Si  -1.445  -3.0514  0.6454
Si  -2.1803  1.85  -0.3121
Si  0.8511  1.5346  0.2771
Si  -1.8172  -1.0459  -3.8598
Si  -0.5145  0.1893  -0.162
Si  0.2373  -1.4691  1.9553
Si  -0.8168  1.7532  -1.6842
Si  0.5503  -1.3201  0.9717
Si  -1.1565  2.9777  -0.2526
Si  1.8019  1.9462  -0.123
Si  1.4087  -1.0754  -0.1423
Si  0.9688  -1.4395  -2.5759
Si  1.2846  0.0794  0.4236
Si  -2.1807  -1.8235  0.8845
Si  -2.7119  1.2867  1.9128
Si  -0.6493  0.9728  0.3667
Si  -0.4274  -2.478  0.8106
Si  0.8775  -1.0831  -0.3609
Si  -0.8116  -0.3352  -0.3689
Si  -0.5954  1.707  -0.0652
Si  -0.4478  -0.1518  3.5283
Si  0.6753  -0.5417  -1.1652
Si  -0.9435  0.7309  -0.7381
Si  1.2891  -0.0835  -1.296
Si  0.2095  0.2244  0.8564
Si  0.7969  -0.1455  2.1771
Si  -0.0771  -0.6493  0.3998
Si  -1.3757  -0.1938  0.4633
Si  0.5106  -0.292  0.3594
Si  0.701  0.3839  1.618
Si  2.0531  -0.418  1.4643
Si  0.8541  -2.5915  -1.3784
Si  -0.9238  -2.1451  -1.5629
Si  0.3524  0.8564  0.2827
Si  0.7744  -0.7314  -0.2955
Si  0.9374  0.2011  0.5991
Si  1.2575  -0.7773  0.333
Si  -1.5909  1.0902  -1.4428
Si  -1.609  -0.1863  -0.9959
Si  -0.8298  1.1799  0.9946
Si  -1.2554  1.5014  -0.3028
Si  -0.723  1.3971  1.3487
Si  0.5735  1.6411  -1.747
Si  -0.2096  0.9285  -0.0788
Si  -1.0495  1.441  -0.5752
Si  -0.7425  -1.3417  -2.0055
Si  1.6078  0.2507  2.0877
Si  0.4763  0.7413  -0.0802
Si  0.5089  0.4899  -1.4776
Si  0.4441  0.1566  -1.6732
Si  0.5196  0.1652  0.5979
Si  -0.191  -1.1876  1.8634
Si  -1.4476  -1.0281  -1.3156
Si  1.4392  -1.515  -1.8979
Si  3.0512  0.4741  0.5197
Si  1.0483  -0.0123  -1.0564
Si  1.2627  0.5489  0.9901
Si  -0.3483  0.7951  2.4719
Si  0.2637  0.7473  -0.556
Si  0.7802  -1.0021  -1.2404
Si  0.4474  -0.2531  -1.5538
Si  -1.6142  -1.3392  0.5252
Si  -0.5835  -1.4302  1.5764
Si  -1.0737  -0.6143  0.0352
Si  0.805  -0.0466  3.4445
Si  1.0925  0.4384  0.1128
Si  -0.9461  -0.3592  -0.9948
Si  -1.2075  -1.6551  2.3702
Si  -2.4362  -0.5585  1.098
Si  0.2155  -1.7035  3.9915
Si  0.6189  0.6839  0.8523
Si  0.9395  4.0627  0.3636
Si  1.8045  -0.5943  -0.8772
Si  1.1445  1.2273  -1.5553
Si  0.6272  -0.8168  -3.2386
Si  -0.8527  2.2331  -0.7218
Si  2.9451  -1.4754  -0.4693
Si  -0.1562  0.5438  -4.9996
Si  0.745  -0.223  0.8225
Si  -0.3591  2.4368  -3.7902
Si  -2.1321  0.3182  1.8766
Si  1.1076  -0.7484  1.5252
Si  -0.8308  -2.4462  -2.9223
Si  -1.0408  -0.8317  2.3516
Si  -1.8464  3.3247  1.1896
Si  4.3713  -1.5106  -0.4861
Si  -0.7536  0.7206  -1.2072
Si  1.6852  1.0302  -1.0736
Si  2.416  -1.4231  0.0103
Si  0.5908  2.1314  -1.8867
Si  2.0957  -4.92  -1.6665
Si  -1.7295  -0.9032  -1.2315
Si  -0.1705  0.3412  2.8514
Si  -1.1833  -1.0703  -3.2733
Si  1.9033  -1.2396  -1.6031
Si  0.6374  -1.5245  2.1077
Si  2.2072  0.5404  -0.2965
Si  1.2381  0.5343  0.9023
Si  -2.9536  -0.6098  -1.9932
Si  -2.3881  -0.4282  0.9077
Si  1.1861  0.7154  -0.6004
Si  -1.3785  0.7492  -1.1694
Si  -0.8928  2.0186  0.7226
Si  2.8359  -0.3059  -2.6108
O  0.3821  -1.0293  0.3608
O  0.283  -1.2665  0.052
O  -1.4328  -1.0251  1.6736
O  -3.3238  -1.0341  -1.7758
O  -0.6516  -0.3326  1.1898
O  -0.4166  -0.9877  0.6539
O  1.0001  -0.3681  0.658
O  -0.4744  0.568  0.0771
O  -0.338  0.7323  -2.1456
O  0.4068  0.5987  0.7912
O  0.8139  0.4738  -0.274
O  0.2942  -0.602  -0.4944
O  2.0179  1.104  -1.6757
O  2.2146  -0.2696  4.699
O  0.4808  -0.3844  -0.6294
O  -0.312  1.8113  0.9135
O  0.9047  1.2246  1.3069
O  -0.4514  -0.515  -0.0907
O  -0.2726  -1.0747  0.7605
O  -1.4405  -1.573  -0.0338
O  -2.3526  -0.1689  0.8437
O  -0.3932  1.8837  -0.5827
O  0.1417  -0.1055  -1.69
O  -3.1957  0.4099  1.6203
O  -0.1183  0.4917  -0.6235
O  0.7574  1.7828  -1.0619
O  -0.0596  -1.369  -0.8453
O  0.204  -0.3036  1.0915
O  -0.47  -0.4537  -0.2507
O  -0.0825  -0.1498  0.4353
O  0.1244  -0.4535  -0.4389
O  1.622  -0.186  1.8537
O  1.3574  1.7581  4.8017
O  -2.3136  -3.0623  -2.4171
O  0.0809  2.9267  1.5128
O  -1.4092  -0.7134  0.4931
O  -0.828  2.2079  0.466
O  1.2051  2.1484  -0.1945
O  -0.2534  1.9212  -0.5116
O  -0.8475  1.8128  -0.8262
O  -0.6796  -0.6676  1.1192
O  -2.5658  2.5176  -0.0688
O  -0.0322  2.3682  -0.9583
O  1.4745  0.1013  -0.9807
O  -0.9208  0.8016  0.5002
O  1.4723  0.6834  2.0944
O  0.0917  0.7296  -0.0367
O  -2.4825  0.0138  -1.1419
O  2.4014  0.9812  0.7149
O  -0.4735  -0.4213  0.1778
O  0.6649  -1.6576  -0.0049
O  1.429  1.949  0.1169
O  -0.4335  -1.7119  2.3208
O  -0.0345  -0.371  -0.62
O  0.0617  1.698  -0.7193
O  1.6943  0.9847  0.8231
O  2.2702  -1.8965  0.5385
O  1.3265  -1.911  -1.0167
O  1.4924  -0.6132  0.5981
O  -1.0068  -0.0041  -0.7322
O  1.598  -0.8895  0.25
O  -0.0588  -0.3961  -0.2757
O  0.1455  1.3406  3.1565
O  -1.3974  -1.0521  -3.7372
O  -1.3255  -0.146  0.8344
O  -2.3636  -2.4405  1.3532
O  -1.0232  -1.5739  0.6401
O  0.1626  -0.7536  1.1582
O  -3.1334  -0.7585  0.8245
O  -3.0713  -1.7448  -1.92
